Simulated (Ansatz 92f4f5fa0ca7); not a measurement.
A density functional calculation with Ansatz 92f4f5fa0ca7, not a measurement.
Periodic cell of 442 atoms, Si288O154, from a study of silicon, its oxide and their interface. The atomic structure is a simulated model.
Doubt: the cutoff is far below the 930 eV that the study's wrapper takes by default for these files, so forces and energies are approximate.
This geometry differs little from another in the collection (a relaxation step or a small displacement).

Settings
functional: PBE
potential files: Ansatz PAW
basis: plane waves
wave-function cutoff: 580 eV
density cutoff ratio: 5
exchange-correlation grid ratio: 1
k mesh: 1 x 1 x 1, Gamma-centred
self-consistency stop: 5e-08 eV per atom in the density residual
occupations: fixed
spin: none
net charge: 0

Cell vectors (angstrom)
a 15.4687 0 0
b 0 15.4687 0
c 7.2768 1.9955 33.2246

Atoms and the computed forces on them: element, x, y, z (angstrom), force x, y, z (eV/angstrom)
Si 7.1088 2.3077 24.2725 0.0052 -0.0175 0.0315
Si 7.3039 5.4615 24.3145 -0.0075 0.0132 0.0137
Si 7.3075 10.0274 24.2761 -0.0171 -0.0177 0.065
Si 7.2764 -2.2785 24.321 0.0137 0.0068 0.0043
Si 11.0129 2.4251 24.4456 0.0176 -0.0199 0.0301
Si 11.1873 5.574 24.469 0.0045 0.0096 0.0008
Si 11.0289 10.193 24.2994 0.0494 -0.0226 0.0858
Si 11.3574 -2.1186 24.3852 -0.0087 0.0079 -0.0009
Si 14.8137 2.484 24.3148 0.0015 -0.0044 0.048
Si 15.1163 5.6476 24.4847 -0.0069 -0.0068 0.0028
Si 15.1373 10.1246 24.3872 -0.0119 -0.0468 0.0319
Si 15.3087 -2.2152 24.4566 -0.0258 0.0376 0.0183
Si 3.2894 2.8016 24.4752 -0.0101 0.0218 -0.0039
Si 3.3735 5.2807 24.5737 0.0001 -0.0409 -0.007
Si 3.3225 9.9283 24.452 0.0087 -0.0234 0.0369
Si 3.3989 -2.4117 24.4953 0.0271 0.0202 0.0305
Si 9.054 2.0473 25.6737 -0.0065 -0.0254 -0.0086
Si 9.1952 5.846 25.6942 -0.0086 0.0259 0.0061
Si 9.1841 9.8044 25.703 -0.0054 -0.0242 -0.0179
Si 9.2773 -1.8404 25.5644 -0.0048 0.0225 0.0121
Si 12.9785 2.0592 25.7187 0.0021 -0.0288 -0.0066
Si 13.1266 5.8986 25.7503 0.0024 0.0321 0.0077
Si 13.072 9.7577 25.5221 -0.0327 0.0056 -0.0198
Si 13.2687 -1.851 25.6901 0.0092 0.0379 -0.0043
Si 16.823 2.0483 25.6157 0.0123 -0.0087 -0.0014
Si 16.9763 5.7979 25.8826 0.0002 0.0129 0.007
Si 16.9336 9.7599 25.86 0.0032 -0.0185 0.0006
Si 17.0653 -2.011 25.9496 -0.0042 -0.0035 -0.0031
Si 5.2185 2.0657 25.6628 0.0029 -0.01 -0.0025
Si 5.3785 5.7767 25.6943 -0.0022 0.0105 0.0083
Si 5.3605 9.6877 25.6239 0.0202 -0.0146 -0.0131
Si 5.3801 -1.9764 25.6868 -0.0085 0.0232 -0.0013
Si 9.1567 3.9415 27.106 0.0049 -0.0044 0.0486
Si 9.1979 7.8206 27.014 0.0046 0.0092 0.0036
Si 9.2264 11.7368 27.0552 0.0053 0.0089 0.0347
Si 9.1858 0.0727 26.9781 0.0049 0.0049 0.008
Si 13.0585 3.963 27.1282 -0.0022 -0.0107 0.0531
Si 13.0728 7.8744 27.0091 -0.0035 0.0095 0.0101
Si 13.1313 11.6516 27.0264 0.0002 -0.0377 0.0293
Si 13.1011 0.0879 27.0338 -0.0044 0.0139 -0.0013
Si 16.8704 3.8564 27.1813 -0.0015 -0.0043 0.0284
Si 16.9437 7.7857 27.1303 0.0029 0.012 -0.0061
Si 16.9697 11.5917 27.3146 0.0085 0.0122 0.013
Si 16.9562 0.091 27.017 0.0015 0.0013 0.0069
Si 5.3501 3.9077 27.1411 -0.013 -0.005 0.0268
Si 5.3635 7.7608 27.0024 -0.0053 0.0149 0.0087
Si 5.3596 11.5903 27.0892 -0.0045 -0.0007 0.0325
Si 5.3101 0.0499 26.9622 -0.004 -0.0071 0.0018
Si 7.2648 3.9327 28.5021 0.0073 0.0061 -0.0069
Si 7.2779 7.8047 28.4045 -0.0025 -0.0023 0.0041
Si 7.2993 11.6767 28.4391 -0.0049 -0.0003 -0.005
Si 7.2527 0.0608 28.3649 0.0011 0.0053 0.0055
Si 11.1095 3.9396 28.4551 0.0036 0.0037 -0.0093
Si 11.1379 7.8243 28.3922 0.0043 -0.0041 0.001
Si 11.1757 11.6864 28.4013 -0.0098 0.003 0.002
Si 11.1317 0.0668 28.3784 -0.0015 -0.0021 -0.0006
Si 14.9606 3.9155 28.5235 0.0014 0.0084 -0.0175
Si 14.982 7.8089 28.4357 -0.0098 -0.0007 0.0066
Si 14.9755 11.6346 28.516 -0.0084 0.0093 0.0018
Si 15.0256 0.0772 28.411 -0.002 -0.0111 0.0062
Si 3.3907 3.8983 28.4721 0.0046 0.0036 -0.0197
Si 3.4429 7.7839 28.4274 0.0079 0.0005 0.0024
Si 3.4782 11.6251 28.5349 -0.0006 0.0042 -0.0059
Si 3.4147 0.0678 28.3988 0.0007 -0.0067 0.003
Si 7.2768 1.9693 29.8011 -0.002 -0.0059 0.0097
Si 7.2752 5.8884 29.8129 0.0027 -0.0008 0.009
Si 7.2833 9.7318 29.7947 0.0001 0.0009 0.0123
Si 7.2669 -1.8526 29.7898 0.0035 -0.0028 0.0113
Si 11.1427 1.9874 29.7921 -0.0037 -0.0026 0.006
Si 11.1392 5.8896 29.7934 0 0.0044 0.0077
Si 11.1436 9.7479 29.784 -0.0007 -0.0024 0.0095
Si 11.1466 -1.8572 29.7849 0.0011 0.0023 0.0053
Si 15.0067 1.9715 29.8306 -0.0015 0.0005 0.0083
Si 14.9981 5.88 29.819 0.002 -0.0017 0.0086
Si 15.0028 9.7063 29.8403 -0.0004 -0.0021 0.0049
Si 15.003 -1.8568 29.8058 0.0061 0.0012 0.0092
Si 3.4198 1.9706 29.8157 -0.0048 0.0009 0.0059
Si 3.4091 5.8545 29.8053 0.0007 -0.0006 0.0082
Si 3.4282 9.6864 29.8389 -0.0031 -0.0024 0.0037
Si 3.4171 13.6101 29.8078 0.0019 0.002 0.0046
Si 1.9344 -0.0021 3.4004 -0.0016 0.006 -0.001
Si 1.9366 3.8603 3.4094 0.0022 -0.008 -0.0009
Si 1.9495 7.7892 3.4219 -0.0045 0.0051 0.001
Si 1.9333 -3.897 3.4321 -0.0034 0.0025 -0.0015
Si 5.7955 -0.0162 3.388 0.0001 0.0028 -0.0035
Si 5.7981 3.8597 3.4052 -0.0003 -0.0073 -0.0064
Si 5.7987 7.7812 3.4332 0.0021 0.0044 -0.0052
Si 5.793 -3.9354 3.4173 0.0015 0.0034 -0.003
Si 9.6684 0.0139 3.3892 -0.0015 0.0002 0.0006
Si 9.6735 3.8695 3.4158 0.0016 -0.0083 -0.0018
Si 9.6609 7.7636 3.428 -0.005 0.0081 -0.0034
Si 9.6705 -3.9133 3.4147 -0.0019 0.0029 -0.0012
Si -1.9344 -0.0033 3.3965 0.0031 0.0061 -0.0054
Si -1.9334 3.8645 3.4194 0.0024 -0.0027 -0.005
Si -1.9346 7.7841 3.4296 0.0054 0.0079 -0.0064
Si -1.9296 -3.9047 3.4315 -0.0021 0.0028 -0.0065
Si 1.9322 1.9159 4.7728 0.0039 0.01 -0.0026
Si 1.9849 5.8326 4.7061 -0.0037 -0.0069 0.0134
Si 1.9643 9.6816 4.8968 0.0081 -0.007 -0.0036
Si 1.9078 -1.9414 4.736 0.0064 -0.0066 0.0238
Si 5.8087 1.9059 4.7474 0.0051 0.0133 -0.0036
Si 5.8092 5.8228 4.7187 -0.0037 -0.0022 0.0106
Si 5.7772 9.668 4.9229 -0.0041 -0.0085 -0.0066
Si 5.76 -1.9804 4.6848 0.0101 -0.0034 0.0189
Si 9.6877 1.9273 4.7759 -0.0027 0.013 0.0005
Si 9.6797 5.8208 4.7518 0.0016 -0.0042 0.0049
Si 9.6328 9.662 4.8769 0.0038 -0.0101 -0.0057
Si 9.6681 -1.9439 4.679 -0.0035 0.0009 0.0214
Si -1.9354 1.9092 4.7744 -0.0029 0.0103 0.0007
Si -1.9218 5.8357 4.7316 -0.0059 -0.0083 0.0049
Si -1.9307 9.6782 4.9046 -0.0101 -0.0086 -0.006
Si -1.9304 -1.9453 4.7242 -0.0045 -0.0047 0.0147
Si -0.0056 1.8991 6.1319 0.0001 -0.0007 0.0105
Si 0.0538 5.8712 6.0142 0.0068 -0.0247 -0.018
Si 0.0408 9.6842 6.2914 0.0079 -0.0113 0.0069
Si -0.0187 -1.9179 6.0986 0.004 -0.0028 -0.0202
Si 3.8858 1.8977 6.1039 -0.002 0.009 -0.0007
Si 3.9008 5.8373 6.0868 0.0013 0.009 -0.0301
Si 3.8606 9.6861 6.3903 -0.0059 -0.0142 -0.0016
Si 3.8465 -1.9949 6.0586 -0.0107 -0.0008 -0.0119
Si 7.7407 1.9001 6.1051 -0.0013 -0.0077 0.0065
Si 7.7247 5.8001 6.0705 -0.0013 0.0063 -0.0223
Si 7.71 9.6701 6.3263 0.0019 -0.0099 0.0025
Si 7.7117 -1.9966 5.9616 0.0057 -0.0003 -0.0121
Si -3.853 1.9092 6.1574 -0.0038 0.0042 0.0079
Si -3.8456 5.846 6.0972 -0.0034 0.0017 -0.0221
Si -3.9114 9.6658 6.2753 -0.0002 -0.011 0.0085
Si -3.8802 -1.9274 6.0294 -0.0061 -0.0032 -0.0215
Si 0.0048 -0.0283 7.5369 0.0096 0.0116 0.0028
Si 0.0562 3.9284 7.3017 -0.0067 -0.0114 0.0027
Si 0.075 7.6626 7.5692 0.0093 0.0432 -0.003
Si 0.0174 -3.7647 7.581 0.0063 -0.0074 0.0159
Si 3.8961 -0.0775 7.3994 -0.0065 -0.0029 0.0108
Si 3.9585 3.8702 7.3685 0.0005 -0.0336 -0.0181
Si 3.8672 7.634 7.6643 0.0083 0.0245 0.0036
Si 3.8175 -3.728 7.704 0.0046 0.0049 0.0109
Si 7.7395 -0.1148 7.3326 0.0051 0.0075 0.015
Si 7.7487 3.8576 7.4069 0.0052 -0.0317 -0.0184
Si 7.7057 7.6209 7.5845 -0.018 0.0196 0.0063
Si 7.6727 -3.7257 7.5608 -0.0023 0.0062 0.0009
Si -3.8698 -0.0695 7.4804 0.0059 0.015 0.004
Si -3.809 3.9011 7.4234 0.019 -0.0351 -0.0101
Si -3.8682 7.6838 7.6256 -0.0154 0.0267 -0.0032
Si -3.995 -3.757 7.5005 -0.0082 -0.0022 0.0089
Si 2.0046 -0.5687 8.7 -0.0018 -0.0504 -0.0285
Si 2.0035 4.0429 8.5917 0.0096 -0.0219 -0.0023
Si 1.9384 7.1468 8.9884 0.0059 0.0454 -0.039
Si 1.8615 -3.0054 8.9305 0 0.0381 -0.0381
Si 5.8435 -0.5652 8.6389 0.0119 -0.0159 -0.0383
Si 5.8438 4.0418 8.7717 -0.0045 -0.0273 0.0233
Si 5.8052 7.1864 8.9597 -0.0032 0.0366 -0.0627
Si 5.7864 -3.0035 8.8453 -0.0132 0.0127 -0.0129
Si -5.8451 -0.6361 8.6448 -0.0257 -0.0242 -0.0317
Si -5.7701 4.0729 8.6777 -0.0082 -0.0252 0
Si -5.8438 7.1914 8.8795 0.0318 0.0538 -0.0277
Si -5.891 -3.105 8.8191 0.0112 0.0132 -0.0076
Si -1.9575 -0.3709 8.8599 -0.0011 0.0011 -0.0584
Si -1.8227 4.2396 8.6397 -0.0054 -0.0256 -0.0229
Si -1.8553 7.3428 8.8576 -0.0113 0.0512 0.0097
Si -2.0284 -3.492 8.7377 0.0022 0.0048 -0.0289
Si 9.2104 1.9955 31.1759 0.0189 -0.1238 -0.0746
Si 9.2104 5.8627 31.1759 0.0215 0.1205 -0.023
Si 9.2104 9.7299 31.1759 0.0432 0.0191 -0.1132
Si 9.2104 -1.8716 31.1759 -0.0174 0.0488 -0.2111
Si 13.0776 1.9955 31.1759 -0.1141 -0.1357 0.0501
Si 13.0776 5.8627 31.1759 -0.1433 0.0646 0.032
Si 13.0776 9.7299 31.1759 -0.1887 -0.0727 0.0727
Si 13.0776 -1.8716 31.1759 -0.0662 0.1413 -0.0522
Si 1.4761 1.9955 31.1759 0.0622 -0.0823 0.048
Si 1.4761 5.8627 31.1759 -0.0198 0.0927 -0.0187
Si 1.4761 9.7299 31.1759 0.0537 -0.0933 0.1001
Si 1.4761 13.597 31.1759 -0.007 0.02 -0.0893
Si 5.3433 1.9955 31.1759 0.0839 -0.1043 0.0534
Si 5.3433 5.8627 31.1759 -0.0197 0.0362 0.0213
Si 5.3433 9.7299 31.1759 0.2231 -0.086 0.1243
Si 5.3433 13.597 31.1759 0.0338 0.144 -0.0003
Si 9.2104 3.9291 32.5431 0.0083 0.0097 -0.0264
Si 9.2104 7.7963 32.5431 0.0334 0.0113 0.0161
Si 9.2104 -3.8052 32.5431 -0.01 -0.0238 -0.0267
Si 9.2104 0.062 32.5431 0.0296 -0.0308 0.019
Si 13.0776 3.9291 32.5431 -0.0304 0.0144 -0.0247
Si 13.0776 7.7963 32.5431 -0.0781 0.0178 0.0271
Si 13.0776 -3.8052 32.5431 -0.0251 0.0004 -0.0231
Si 13.0776 0.062 32.5431 -0.0662 -0.0239 0.0278
Si 1.4761 3.9291 32.5431 0.007 -0.0043 -0.0085
Si 1.4761 7.7963 32.5431 0.0012 0.044 0.0326
Si 1.4761 11.6635 32.5431 0.0146 0.0065 -0.0159
Si 1.4761 0.062 32.5431 0.0016 -0.0349 0.0238
Si 5.3433 3.9291 32.5431 0.0335 0.016 -0.0161
Si 5.3433 7.7963 32.5431 0.0358 0.0486 0.0292
Si 5.3433 11.6635 32.5431 -0.0084 -0.0242 -0.0184
Si 5.3433 0.062 32.5431 0.0273 -0.0391 0.0302
Si 0 1.9336 0.6857 -0.0087 -0.0082 -0.0206
Si 0 5.8008 0.6857 -0.0104 -0.0393 0.0399
Si 0 -5.8008 0.6857 0.004 0.0172 -0.0579
Si 0 -1.9336 0.6857 -0.0109 0.0265 0.0174
Si 3.8672 1.9336 0.6857 -0.002 -0.0106 -0.031
Si 3.8672 5.8008 0.6857 0.0041 -0.0234 0.0387
Si 3.8672 -5.8008 0.6857 -0.0175 0.0156 -0.0631
Si 3.8672 -1.9336 0.6857 0.0247 0.0137 0.0221
Si 7.7343 1.9336 0.6857 -0.0231 -0.0088 -0.0291
Si 7.7343 5.8008 0.6857 -0.017 -0.0208 0.0213
Si 7.7343 -5.8008 0.6857 0.0257 0.0099 -0.0654
Si 7.7343 -1.9336 0.6857 -0.0016 0.0246 0.0088
Si -3.8672 1.9336 0.6857 0.0182 -0.0008 -0.0298
Si -3.8672 5.8008 0.6857 0.014 -0.0141 0.0345
Si -3.8672 9.6679 0.6857 0.0166 0.0116 -0.0574
Si -3.8672 -1.9336 0.6857 0.0011 0.0203 0.0152
Si 0 0 2.053 0.0306 0.0276 -0.172
Si 0 3.8672 2.053 0.007 -0.0229 -0.0398
Si 0 7.7343 2.053 0.0372 0.2493 0.1085
Si 0 -3.8672 2.053 0.0263 -0.2462 0.0666
Si 3.8672 0 2.053 -0.0634 0.0288 -0.2439
Si 3.8672 3.8672 2.053 -0.0257 -0.0778 -0.1395
Si 3.8672 7.7343 2.053 0.077 0.2583 -0.0221
Si 3.8672 -3.8672 2.053 -0.0732 -0.2285 -0.0009
Si 7.7343 0 2.053 -0.0137 0.0207 -0.2282
Si 7.7343 3.8672 2.053 0.0309 -0.0154 -0.0507
Si 7.7343 7.7343 2.053 -0.0487 0.2135 0.0564
Si 7.7343 -3.8672 2.053 -0.022 -0.2537 0.0134
Si -3.8672 0 2.053 0.0121 0.0277 -0.2284
Si -3.8672 3.8672 2.053 0.0371 -0.0204 -0.0566
Si -3.8672 7.7343 2.053 -0.0319 0.2383 0.0881
Si -3.8672 11.6015 2.053 0.0643 -0.2567 0.0267
Si 6.2463 1.6334 10.9008 0.0159 -0.0024 0.0078
Si 1.4876 -3.9579 12.0489 0.009 0.0111 -0.0057
Si 3.9534 -1.4891 17.6958 -0.0068 0.0043 -0.0046
Si -4.4737 0.8687 13.2428 -0.0014 0.0032 -0.0096
Si 4.0142 2.0633 13.0332 -0.0005 -0.0057 -0.0025
Si 13.1876 10.8892 16.0952 0.0038 0.0025 -0.0014
Si 6.0939 -3.4931 11.1433 0.0028 0.0011 0.024
Si 13.0632 -0.0311 16.9813 -0.0044 -0.0024 0.0104
Si 9.1103 1.7212 15.2718 0.0023 -0.0009 0.0035
Si 2.3388 7.7817 17.4027 -0.0025 -0.0015 -0.0035
Si -5.4261 8.8607 11.5285 0.0051 0.0129 0.0078
Si 11.373 2.4328 17.0247 -0.0009 0.0034 0.0058
Si -1.3117 1.9213 10.823 0.002 0.0142 0.0018
Si 13.282 6.3391 17.6815 0.0024 -0.0057 0.0036
Si -2.3384 9.5886 10.9142 -0.0207 -0.0101 0.0071
Si 1.662 6.6254 14.4758 -0.0005 0.0143 0.0087
Si 3.0735 -0.2115 14.9504 0.0047 -0.0015 0.004
Si 1.8385 1.6592 10.7651 -0.0078 -0.0265 -0.0014
Si 0.0959 0.5587 15.5267 0.0009 0.0035 0.0033
Si -1.8622 2.344 13.8414 -0.0116 0.0014 -0.0108
Si 9.3592 1.644 10.7994 -0.0147 -0.0109 0.0108
Si 5.5458 -3.6548 16.1205 -0.0059 -0.0042 -0.0007
Si 2.2012 8.4915 11.928 0.015 0.0068 0.0132
Si 9.2031 -3.6365 11.1195 0.0132 -0.0083 0.0136
Si 4.1249 -2.8151 13.4237 -0.0028 -0.0154 -0.0039
Si -0.6874 4.8628 15.3549 -0.0045 0.0025 0.003
Si 6.394 7.2905 14.2396 0.0023 0.02 0.0027
Si 10.8179 9.4719 21.2694 -0.0048 -0.0191 0.0099
Si 15.3312 8.3032 19.2452 -0.002 -0.0043 0.0101
Si 16.7203 2.9495 17.0076 0.0023 0.0015 0.0059
Si 2.3675 1.8435 21.6446 0.0103 -0.009 0.0143
Si -1.4327 -4.0289 13.0922 -0.0006 -0.0062 0.0033
Si 11.0302 -2.2506 16.0176 -0.0043 -0.0047 -0.0029
Si 6.8239 7.7222 22.2134 0.0054 0.0145 -0.0044
Si 3.6251 7.5524 22.4375 0.0088 -0.0044 -0.001
Si 4.2205 3.2986 16.7777 -0.0027 0.0026 0.0017
Si 9.606 7.2166 14.289 0.0036 0.0183 0
Si 14.7241 11.2267 18.7274 -0.0022 -0.0004 -0.0081
Si 8.1878 -2.788 17.4593 0.0023 0.0022 0.0003
Si 12.0592 -3.6868 19.9866 -0.0008 0.0054 -0.0123
Si 5.3977 8.8518 11.7128 -0.0114 -0.0075 0.0144
Si -5.4798 4.505 15.4722 0.0021 -0.0016 0.0094
Si 12.0762 -1.0943 21.474 0.0026 0.012 0.0104
Si 14.9282 7.926 22.317 0.0061 0.0138 -0.0064
Si 12.951 4.6883 20.2689 0.0124 0.0135 -0.0055
Si 6.8129 1.9455 17.0822 -0.0005 -0.0038 0.0075
Si 5.247 8.7479 16.8773 0.0069 -0.0067 -0.0003
Si 11.2225 8.4752 16.7349 -0.0044 0.002 0.0024
Si 7.4041 -0.0227 22.127 -0.0035 0.0035 -0.0089
Si 8.2169 4.7084 17.984 0.0001 0.0093 -0.0004
Si 14.9167 2.3971 21.3372 -0.008 -0.008 -0.0026
Si 10.2218 1.0612 21.6853 -0.0049 -0.0138 0.0034
Si 10.3599 3.3443 19.7858 -0.0017 -0.0063 -0.0038
Si 12.1671 7.1029 21.9211 -0.0034 0.0105 -0.0019
Si 3.4671 6.2742 19.8089 -0.0006 0.0151 0.0031
Si 16.8075 -2.142 19.4744 0.0002 0.0019 -0.0067
Si 14.3314 -0.259 19.8026 0.0073 0.0049 0.0054
Si 4.4211 4.9495 14.3484 0.0006 -0.0034 0.0062
Si 1.7693 -1.2038 22.286 0.0068 0.021 -0.0064
Si -4.0426 -2.1647 12.9504 -0.0077 -0.0093 -0.0042
Si 2.9148 3.4833 19.4032 -0.0017 -0.0048 -0.0027
Si 6.4093 7.0296 19.2617 0.0042 0.0103 -0.0005
Si 9.7758 10.4331 18.7473 0.002 -0.0061 -0.0072
Si 6.6511 -0.4934 19.0398 0.0037 0.0072 0.0114
O 2.1392 2.8517 9.7096 -0.0059 -0.0014 0.0092
O 3.6153 -1.3845 13.9751 -0.0068 0.0117 0.0087
O 15.7525 4.0887 16.4037 0.0014 -0.0022 0.0015
O 1.9518 5.5254 9.3265 -0.003 -0.0335 0.014
O 1.872 7.804 10.4903 -0.003 0.0032 0.0387
O 1.7294 -3.313 10.5623 -0.0051 -0.0229 0.0564
O 1.4043 -5.5688 11.9137 -0.0009 0.0029 -0.0072
O 5.819 2.9445 10.008 0.0019 -0.0078 0.0014
O -1.5465 -4.4041 14.6633 -0.0048 -0.0013 0.0098
O -3.8485 -0.5533 12.7402 -0.0021 0.0013 -0.001
O 5.8002 8.0186 10.375 -0.0011 0.0177 0.0464
O 3.812 8.7057 12.0503 -0.0066 0.003 -0.0147
O 9.5426 0.1851 10.0876 0.0044 0.0305 0.0273
O 9.2327 3.264 14.7046 -0.0008 -0.0017 -0.0021
O 9.6712 5.5951 9.3458 0.0041 -0.0222 0.0218
O 14.3706 7.313 18.3937 -0.0053 -0.006 0.0013
O -3.3577 1.6984 14.1288 0.0136 0.0067 0.0012
O -2.0049 0.5628 10.2258 0.0014 0.0434 0.0439
O -1.6275 3.1397 9.8199 0.0038 -0.0253 0.0474
O -1.8757 5.7506 9.3306 -0.0005 -0.0315 0.0145
O 9.2206 4.3299 19.2046 -0.0055 0.002 0.0058
O -1.6724 8.2677 10.2259 0.0039 0.0145 0.0068
O -1.6527 -5.4584 12.3216 0.0106 0.0108 0.0078
O 5.1016 -2.6123 12.1213 -0.0032 -0.0074 0.0087
O 4.7715 4.5521 15.8973 -0.0001 -0.0079 0.0064
O -4.9935 1.7476 11.977 0.0131 -0.0041 0.0126
O 15.7025 -0.965 19.3129 -0.006 0.0012 0.0104
O -5.8076 0.6435 14.1821 -0.0077 0.0033 0.0071
O 2.9908 5.7119 14.2936 0.0017 -0.0016 -0.0043
O 12.0442 -3.4657 16.3573 0.0022 -0.0031 0.0007
O 2.6313 -1.7699 18.5817 0.0154 0.0036 -0.0017
O 2.6788 1.9584 12.11 0.0182 0.0106 0.0128
O 4.1396 3.699 18.35 0.0056 -0.0014 0.0048
O 14.4164 11.0763 17.1431 -0.0032 0.0012 0.0041
O 4.4634 -2.9093 17.082 -0.0011 0.0078 0.0031
O 14.4592 1.8365 22.8217 -0.003 -0.0035 -0.0419
O -0.6191 1.3982 14.3209 0.0016 -0.0044 0.0107
O 3.1146 -1.4477 23.1824 -0.022 0.0053 -0.0103
O 1.8896 0.2968 21.6755 0.0027 0.0003 0.026
O 16.0165 1.5052 16.7818 -0.0003 0.001 -0.0007
O 3.6217 8.7439 17.0924 -0.004 -0.0047 0.004
O 3.0757 7.4448 20.8943 -0.001 -0.0097 -0.0128
O 13.0993 6.0507 21.1263 -0.002 -0.0216 0.0031
O 11.7854 -0.8664 16.4268 0.0034 0.0036 0.0031
O 7.9903 7.0937 14.4972 -0.0016 -0.004 -0.0034
O 9.2344 -5.1943 11.6647 0.0063 -0.0193 -0.0018
O 14.9952 4.0892 23.9533 0.0028 0.0126 -0.0097
O 9.6329 2.2521 20.7478 -0.0013 0.0156 -0.001
O 14.6587 9.7659 19.4188 0.0022 0.0062 0.0078
O 5.2427 2.0408 16.667 0.0003 0.0011 0.0029
O 9.0268 0.0191 22.0305 0.0061 0.0091 0.0123
O 7.6681 -1.6977 18.5724 0.0017 -0.0047 0.0059
O 8.465 11.2363 18.2038 -0.0028 0.0039 0.0055
O 14.1113 3.6946 20.7931 -0.0071 0.0103 0.0105
O 7.0687 0.8798 18.2742 0.0004 0.0048 0.0013
O 14.6842 1.2721 20.1958 -0.0035 -0.015 0.0043
O 11.0388 11.4692 18.7619 -0.003 0.0029 0.0097
O -3.8894 9.238 11.1975 -0.0071 -0.0031 -0.001
O 5.7894 -5.0671 11.4553 0.0004 0.0009 -0.0046
O 3.0453 8.8788 23.1926 -0.0022 -0.0106 -0.0068
O 11.2365 6.4751 23.0912 0.0015 0.0066 -0.0086
O 6.9432 1.3444 22.9237 -0.0039 -0.0186 -0.0151
O 2.869 4.8395 20.31 -0.001 -0.0074 0.0135
O 3.2988 2.2293 22.9147 -0.0164 -0.0027 0.0001
O 11.1542 4.0014 23.9818 -0.0079 0.0041 -0.0105
O 15.3699 6.599 23.1629 0.0038 0.0102 -0.001
O 10.9275 1.6101 23.0334 -0.0079 -0.0038 -0.0086
O 11.7308 -1.2012 23.0625 0.0098 0.0109 -0.0091
O 5.0915 6.2022 19.739 0.0024 0.0025 0.0088
O 3.3681 11.4988 23.905 -0.0106 -0.0021 -0.0187
O 13.5509 -3.3544 19.4382 0.0037 0.0022 0.0135
O 3.2423 2.1641 20.3043 0.0057 0.008 -0.0028
O 15.8469 -1.3128 23.1616 0.029 0.0079 -0.0061
O 9.4266 8.0482 10.265 -0.006 0.0084 0.0289
O 10.5546 9.4799 22.8802 -0.0089 -0.0058 -0.0591
O 16.4983 2.7825 21.5223 0.0027 -0.0023 0.0144
O 7.3042 3.4157 17.5947 -0.0004 -0.0011 0.0042
O -2.5947 -2.9128 12.7558 -0.0013 0.0033 -0.0009
O 11.2076 7.9274 20.8908 -0.0073 0.0155 0.0108
O 14.4141 -0.4411 16.1343 -0.0001 0.0011 0.0005
O 7.0168 -1.346 22.9891 -0.0049 0.0082 0.0032
O 7.2354 3.8896 23.7679 0.0053 0.0027 -0.0171
O 9.056 5.1412 16.6557 0.0012 -0.0044 0.003
O 7.4127 9.0856 22.9107 -0.0024 -0.0201 -0.022
O 7.3034 11.6165 23.7855 -0.0063 0.0068 -0.0225
O 11.4601 4.1569 20.6588 -0.0018 0.0008 0.0166
O 11.3628 0.2414 20.8684 0.0066 -0.0042 0.0112
O 11.2429 2.6367 18.6228 0.0012 -0.0034 0.0005
O 13.8185 5.845 16.2243 -0.0016 -0.0015 0.0055
O 10.1908 9.1874 17.7841 0.0047 -0.0005 0.004
O 7.1359 7.6503 20.6041 -0.0029 -0.0085 -0.0111
O -4.7057 -2.3693 14.4194 -0.0001 0.0049 0.012
O 5.0032 -3.5865 14.5771 0.0003 0.0056 -0.0029
O 13.068 5.0456 18.673 0.001 0.0096 0.0001
O 11.1995 -3.6842 23.8846 0.0103 -0.006 -0.0105
O 15.5096 9.2765 23.0198 0.0046 -0.0139 -0.0131
O 1.7461 -2.2709 21.0512 -0.0001 -0.0027 0.0052
O 0.0578 -3.448 12.6949 -0.0031 0.0017 -0.0033
O 16.6978 8.51 18.3595 0.0075 -0.0007 -0.0003
O -2.1595 -4.5785 9.9582 -0.0056 -0.0191 0.0192
O 15.1181 -3.7631 23.8992 0.0068 0.0066 -0.0122
O 2.7094 2.9361 16.2589 0.0027 -0.002 0.0028
O 12.0765 10.4789 20.9686 0.0008 0.0074 0.009
O 5.2298 7.73 22.4625 -0.0102 0.0007 0.0128
O 3.5871 -0.4555 16.4818 -0.0025 -0.0121 0.0058
O 1.6521 7.6753 13.2285 -0.0014 -0.0161 0.0254
O -1.6144 3.8281 14.4836 0.0078 0.0063 0.0027
O 5.9682 0.2496 10.0814 -0.0025 0.028 0.0337
O 7.5798 1.4317 15.7245 0.0021 0.0001 0.0009
O 2.234 0.1853 10.1755 0.0012 0.0423 0.0304
O 3.2311 6.1377 23.151 0.0023 0.0193 0.0054
O 13.2749 -0.3265 18.5634 -0.0029 0.0015 -0.0081
O 7.0291 -2.9706 16.3074 -0.001 0.0006 0.0035
O 5.9992 8.2351 18.236 -0.0048 -0.003 0.0053
O 16.1752 -3.5491 18.9471 -0.0021 0 0.0094
O 5.6975 10.2696 16.5766 -0.0029 0.002 0.0033
O 11.337 3.859 16.191 -0.0004 -0.0001 0.0042
O 5.8209 5.5814 9.3989 0.0035 -0.0232 0.0176
O 2.7659 -3.6273 13.011 0.0174 0.0119 0.007
O -1.9769 -1.9526 9.3737 0.0014 0.0008 0.0335
O 3.7232 1.1594 14.3544 -0.0064 -0.0141 0.0067
O 5.6481 5.8904 13.8202 -0.0028 -0.0062 -0.0059
O 13.3035 8.1235 22.5085 0.001 -0.0084 0.0045
O 12.7466 1.5767 16.7906 0.0044 -0.002 -0.0002
O 1.698 7.3276 15.9663 0.005 -0.0017 0.0085
O 5.1083 -0.8647 18.6615 -0.008 -0.0044 -0.0002
O -5.5428 7.9293 12.857 0.0004 -0.0053 -0.0022
O 6.2424 8.3403 13.0038 0.0036 -0.015 0.0144
O 9.563 9.9045 20.2975 -0.0068 0.0053 0.002
O 7.6729 -3.1179 11.4769 -0.013 0.0085 0.0064
O 9.6811 2.906 9.8296 0.0025 -0.0049 0.0042
O -1.9051 2.4245 12.2298 0.0174 -0.0151 -0.0177
O 13.6648 -0.9804 21.118 0.0035 0.0072 -0.0023
O 11.4537 -2.4043 20.7575 0.0023 -0.0216 0.0036
O 10.0349 1.5929 16.6135 -0.0008 0.0008 -0.0008
O -5.2063 5.7042 14.3966 0.0003 -0.0057 -0.0021
O 2.8639 6.5209 18.3065 -0.0053 0.0053 -0.0047
O 7.4371 6.4043 22.9638 0.0041 0.0069 -0.0056
O 0.257 1.6368 11.079 -0.0183 0.0175 -0.0083
O 5.667 7.8219 15.6011 -0.0039 0.0048 0.0114
O 15.4988 7.7639 20.7876 -0.0026 0.0051 -0.0013
O 12.4666 9.4326 16.268 0.0015 -0.0019 0.0013
O 11.8747 7.1411 17.4288 0.0017 -0.0025 0.0015
O 6.7448 -0.194 20.6459 -0.0053 -0.0071 -0.0065
O -5.165 8.1217 15.4426 0.0031 -0.0022 0.0056
O 1.5074 3.2514 18.5882 -0.0057 -0.0003 0.0024
O -5.1208 -2.7573 11.8866 0.0028 0.0045 0.0011
O 1.423 -0.1906 14.9385 0.0114 0.0022 0
O 0.2825 5.7447 14.3705 -0.0025 0.0002 -0.0011
O 7.8183 1.7517 11.3393 -0.0007 0.0033 -0.0118
O 4.2978 3.6125 13.4385 -0.001 0.0087 0.0013
O 5.3431 1.5503 12.2475 -0.0155 0.005 0.005
O 7.3687 5.9948 18.4651 0.0019 -0.0076 0.008
O 9.5808 -2.3006 16.7593 -0.0013 -0.0009 0.0026

Results
free energy: -270675.017 eV
free energy less fixed offsets of O -568.88, Si -635.61 eV per atom: -11.817 eV

The program warned: the cutoff lies below the one the program advises for these potential files; the forces do not sum to zero within the program's tolerance; the exchange-correlation potential is rough where the density is thin.
